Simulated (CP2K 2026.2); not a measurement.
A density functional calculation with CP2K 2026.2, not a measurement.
Periodic cell of 432 atoms, Si324O108, from a study of silicon, its oxide and their interface. The atomic structure is a simulated model.
Doubt: the forces sum to 1.55 eV/angstrom along one axis rather than to zero, so they err by at least 0.0036 eV/angstrom per atom on average; the grid cutoff is modest.

Settings
functional: PBE
method: Gaussian and plane waves
basis set: DZVP-MOLOPT-SR-GTH
pseudopotentials: GTH-PBE
grid cutoff: 350 Ry, relative cutoff 50 Ry
k points: Gamma only
occupations: fixed
spin: none
net charge: 0

Cell vectors (angstrom)
a	16.32	0	0
b	0	16.32	0
c	5.8338	3.3213	29.4418

Atoms and the computed forces on them: element, x, y, z (angstrom), force x, y, z (eV/angstrom)
Si	1.5995	14.822	0.2009	-0.1935	-0.0219	0.708
Si	3.7868	1.6126	0.0597	0.1758	-0.035	0.6804
Si	7.4396	7.233	29.406	-0.2039	0.0987	0.7076
Si	9.2392	10.6291	29.403	0.257	-0.0164	0.7201
Si	1.2884	9.5903	0.3431	-0.0153	0.0103	0.525
Si	3.7171	12.528	0.0611	0.25	-0.0988	0.6911
Si	7.0976	14.6686	0.0675	-0.094	0.0963	0.7603
Si	9.8822	0.9337	0.0296	-0.124	0.2459	0.8696
Si	6.8294	4.2571	0.1304	-0.0347	-0.2531	0.5811
Si	9.271	6.8646	0.3917	0.2625	0.046	0.6395
Si	7.1019	9.2008	0.1059	-0.3183	0.2765	0.6439
Si	9.255	12.4091	0.013	0.1476	-0.1051	0.7503
Si	12.061	15.0228	0.0404	0.2312	-0.0866	0.678
Si	20.4913	5.0334	29.4331	0.0979	-0.1491	0.7823
Si	18.3293	7.3187	29.3668	-0.2425	0.0759	0.7249
Si	20.654	10.3834	29.4095	0.0947	-0.1965	0.71
Si	12.5919	9.2529	0.0446	-0.1264	-0.0073	0.7502
Si	21.2449	15.092	29.4399	-0.0716	0.1681	0.712
Si	2.7336	16.3853	1.4752	0.0155	0.0351	-0.0058
Si	5.4464	2.751	1.2992	-0.0071	0.0124	-0.0182
Si	2.6322	5.5344	1.3363	0.0412	-0.0629	-0.0199
Si	5.2768	8.2015	1.233	0.0487	-0.0604	-0.0601
Si	2.7074	10.9834	1.5181	0.0286	0.0125	-0.0616
Si	5.4441	13.5614	1.3188	-0.0076	0.0038	-0.04
Si	8.2516	16.2306	1.3889	-0.0077	0	-0.0269
Si	10.9129	2.7238	1.211	-0.0093	0.0046	-0.0644
Si	8.0823	5.4142	1.6879	-0.0104	-0.0377	0.0238
Si	10.9596	8.1438	1.3669	0.0437	0.0397	-0.0142
Si	8.1475	10.8662	1.385	-0.0164	0.0151	-0.0478
Si	10.8552	13.5265	1.3623	-0.0209	0.0066	-0.0541
Si	13.6007	16.3288	1.272	-0.0231	0.0057	-0.0321
Si	16.3073	2.7788	1.291	0.0219	-0.0003	-0.035
Si	13.6642	5.4808	1.3152	0.0119	0.025	-0.0522
Si	16.2456	8.1407	1.5102	-0.0184	-0.0107	-0.0715
Si	13.7389	10.7951	1.3762	-0.0299	0.0031	-0.0427
Si	16.351	13.5145	1.3394	-0.0332	0.0355	-0.0327
Si	1.2865	1.3969	2.7286	-0.017	-0.0015	0.0196
Si	4.0832	4.1625	2.6649	0.0076	-0.0304	0.0028
Si	1.2993	6.7656	2.8027	-0.0254	-0.0138	0.0227
Si	4.0977	9.5619	2.7512	-0.005	-0.0144	0.0081
Si	1.3384	12.2938	2.8546	-0.0131	-0.0076	0.0486
Si	4.1494	14.987	2.7284	0.0053	-0.0332	0.0141
Si	6.8253	1.3471	2.6468	-0.0014	-0.0086	-0.0118
Si	9.571	3.9844	2.7397	0.0438	-0.0271	0.0295
Si	6.6146	6.8614	2.7629	-0.012	0.0736	0.0372
Si	9.5816	9.5383	2.7097	-0.0249	-0.0257	0.0064
Si	6.7509	12.1926	2.737	0.0008	0.0154	0.013
Si	9.5541	14.8885	2.7927	-0.0003	-0.0013	0.0172
Si	12.2464	1.3735	2.6663	-0.0205	0.0037	0.0284
Si	15.0015	4.1291	2.7066	0.0086	0.0103	0.0191
Si	12.2718	6.7685	2.7346	0.0043	-0.0169	-0.0022
Si	14.9492	9.4976	2.8776	0.0113	0.0095	0.0483
Si	12.2915	12.1879	2.6555	0.0059	-0.0102	-0.0143
Si	14.9602	14.9422	2.6273	0.0147	0.0042	-0.0077
Si	16.2872	16.3017	4.0544	0.0158	0.0033	-0.0127
Si	2.7045	2.7703	4.0296	0.0104	0.0284	-0.0379
Si	16.299	5.4264	4.1638	-0.0464	0.0171	0.0151
Si	2.7061	8.1715	4.0829	0.0285	0.0013	-0.0549
Si	16.3232	10.8871	4.1771	-0.0119	0.0022	-0.0148
Si	2.7525	13.6607	4.1183	0.0127	-0.0216	-0.0188
Si	5.4917	16.3394	4.0765	0.012	-0.0104	-0.0062
Si	8.1718	2.6665	4.0702	-0.0149	-0.0022	0.0146
Si	5.3757	5.4567	4.1396	-0.0004	-0.0192	0.0052
Si	8.132	8.1882	4.0348	-0.0299	-0.0179	-0.0339
Si	5.4384	10.8709	4.1462	0.0016	0.0165	0.0117
Si	8.1375	13.5575	4.0961	-0.0051	-0.0004	-0.0163
Si	10.9051	16.3243	4.0749	-0.0167	0.0261	-0.042
Si	13.6144	2.7322	4.0335	0.0017	-0.0284	-0.0277
Si	10.9031	5.3963	4.0754	-0.0038	0.023	-0.0121
Si	13.5712	8.1239	4.1605	0.021	-0.0068	-0.0128
Si	10.9212	10.8821	4.0805	0.0067	-0.0255	-0.0151
Si	13.6018	13.6014	4.0234	0.0037	0.0029	-0.0116
Si	17.6595	14.9491	16.2898	-0.0177	0.0034	0.0272
Si	4.1161	17.6915	16.2839	-0.0246	0.0134	0.0399
Si	17.6549	4.0533	16.2772	0.002	0.0113	0.0143
Si	4.0389	6.7421	16.2134	0.0072	0.0028	-0.0042
Si	17.672	9.5357	16.3003	0.0044	-0.0335	0.0042
Si	4.0442	12.231	16.3151	-0.0122	-0.0124	0.0126
Si	6.7573	14.9619	16.2765	0.0005	0.0291	0.0146
Si	9.5102	17.682	16.2931	0.0076	0.0057	0.0333
Si	6.8679	4.0742	16.2585	-0.0161	-0.0103	0.0092
Si	9.5511	6.8245	16.3523	0.0235	0.0222	0.0088
Si	6.8198	9.5385	16.2552	-0.001	0.0145	0.0056
Si	9.5064	12.2204	16.366	-0.022	-0.0035	0.0512
Si	12.2563	14.9506	16.3397	-0.0004	-0.0155	0.0073
Si	14.9565	17.6793	16.3226	0.0052	0.0017	-0.0061
Si	12.2663	4.1	16.2814	0.0222	-0.0071	0.0077
Si	14.9992	6.8455	16.3314	-0.0008	-0.0007	0.0142
Si	12.1981	9.5236	16.3839	0.0204	-0.006	-0.0021
Si	14.9202	12.2231	16.4028	0.007	-0.0194	0.0479
Si	19.0122	16.3535	17.5969	-0.0078	0.0102	-0.0383
Si	5.5665	2.6919	17.6188	0.0364	-0.0406	-0.0291
Si	19.0262	5.3891	17.6109	-0.0106	0.0217	-0.0259
Si	5.4391	8.1056	17.4697	0.0127	-0.0076	-0.021
Si	18.9934	10.8814	17.6913	-0.0154	0.0269	-0.0131
Si	5.4087	13.599	17.6418	0.0158	0.0278	-0.0112
Si	8.0769	16.3537	17.625	-0.0234	0.0349	-0.0324
Si	10.9305	2.7069	17.615	0.0167	0.0002	-0.0506
Si	8.1827	5.4409	17.655	-0.0189	-0.018	-0.0053
Si	10.8696	8.172	17.7976	-0.0003	0.0064	0.0014
Si	8.0984	10.8703	17.7292	0.0021	-0.0242	-0.0277
Si	10.9107	13.5793	17.7013	0.0227	-0.0301	-0.0192
Si	13.5936	16.344	17.6977	-0.0194	-0.0099	-0.0014
Si	16.3241	2.7064	17.6831	0.0165	0.0068	0.0047
Si	13.6198	5.4789	17.6376	-0.0314	-0.003	-0.0418
Si	16.378	8.1966	17.7191	-0.0185	-0.0191	-0.0168
Si	13.5136	10.8676	17.7947	0.0137	0.0432	-0.0212
Si	16.3386	13.5947	17.7087	0.0358	-0.0007	-0.0599
Si	17.7135	17.6975	19.0455	0.0113	-0.0124	0.0773
Si	4.1656	4.0421	18.8657	-0.0174	0.0052	0.0431
Si	17.7366	6.7556	19.0335	-0.0018	-0.0067	0.0244
Si	4.0973	9.4194	18.8293	-0.0167	0.016	0.0285
Si	17.6865	12.235	19.1405	-0.0369	0.0289	0.0755
Si	4.0408	14.9866	18.9269	-0.0008	0.021	0.0562
Si	6.8237	17.6816	19.1441	-0.0197	-0.0024	0.0591
Si	9.5985	4.0906	18.9488	0.0059	0.0177	0.0312
Si	6.7146	6.7746	18.908	-0.0062	-0.0218	0.0654
Si	9.3981	9.4532	19.1612	-0.0381	-0.0421	0.0635
Si	6.7107	12.2883	19.073	-0.0046	-0.0341	0.0363
Si	9.481	15.006	18.876	-0.0075	-0.0016	0.0115
Si	12.2345	17.6841	19.0743	-0.0205	0.0138	0.0616
Si	14.9471	4.0862	18.9857	0.017	-0.0203	0.0426
Si	12.3356	6.8321	19.0936	0.0469	0.0149	0.0508
Si	14.985	9.5479	19.0999	0.0017	0.0071	0.0377
Si	12.142	12.219	19.2297	-0.0148	-0.0138	0.024
Si	14.9639	14.9973	19.0301	0.0064	-0.0187	0.0434
Si	16.5811	16.0971	20.3433	-0.1736	0.2722	-0.7388
Si	19.4461	2.4801	20.2144	-0.2199	-0.0422	-0.697
Si	16.1762	5.5607	20.3087	0.1875	-0.1299	-0.74
Si	19.3972	7.8809	20.2458	-0.1459	-0.0567	-0.6424
Si	15.9695	11.2276	20.4242	0.2691	-0.1517	-0.76
Si	18.8541	13.8964	20.3422	0.138	-0.291	-0.7395
Si	5.1646	16.4462	20.3507	0.2932	-0.016	-0.7334
Si	8.5085	2.5717	20.3288	-0.3255	0.0181	-0.7299
Si	5.2139	5.5922	20.2631	0.0802	-0.0994	-0.7129
Si	7.6568	8.3125	20.3705	0.4241	-0.1263	-0.7291
Si	5.5174	10.5978	20.2153	-0.122	0.2721	-0.6907
Si	8.3292	13.5468	20.257	-0.2726	0.0762	-0.6699
Si	10.5495	16.5314	20.2665	0.2198	0.0118	-0.7244
Si	13.3849	2.9888	20.3432	0.1042	-0.2185	-0.701
Si	11.1679	5.2108	20.2912	-0.1428	0.1393	-0.7269
Si	14.0159	7.8831	20.4327	-0.2732	0.1866	-0.6929
Si	10.368	11.1298	20.4806	0.4069	-0.1653	-0.7001
Si	13.7666	13.5043	20.3791	-0.2448	0.1017	-0.7783
Si	12.8197	11.8715	26.7473	0.0189	0.1514	0.0978
Si	6.7982	18.821	24.942	0.0579	-0.1016	-0.0423
Si	18.3002	6.0196	24.4157	0.051	0.1312	0.0243
Si	6.4852	14.4229	22.4031	-0.034	0.1113	-0.1538
Si	7.0614	4.2801	22.5274	0.0164	0.1313	-0.0797
Si	9.4393	17.6118	24.724	-0.0245	-0.0411	-0.0016
Si	20.8489	7.4522	24.7358	0.0376	-0.0867	-0.0127
Si	10.0643	10.8993	23.5006	-0.037	-0.0842	-0.1071
Si	11.2477	5.9724	23.1172	0.1027	0.0915	-0.0576
Si	9.5087	15.3432	26.5064	-0.022	0.1067	0.0333
Si	19.1319	13.1885	23.3248	-0.0859	0.0622	-0.0887
Si	13.6929	7.5605	23.3076	-0.043	0.0467	-0.0558
Si	16.9322	11.0497	23.339	0.0391	0.0423	-0.1142
Si	15.7636	11.4619	26.0382	0.0828	-0.0155	0.0942
Si	16.593	9.024	27.4077	0.2294	-0.0467	0.0689
Si	7.3096	9.8598	24.5422	0.065	-0.0412	-0.0306
Si	18.4122	15.689	25.1	-0.038	-0.0893	-0.0482
Si	12.2924	15.3229	22.4827	0.0716	-0.0747	-0.1776
Si	16.7525	14.1252	27.2692	-0.0284	-0.036	0.1739
Si	11.4582	3.1568	24.4088	0.0846	0.0545	-0.0684
Si	5.1851	11.598	22.9566	0.0783	0.0318	0.023
Si	11.2013	13.4725	24.7033	-0.0423	-0.0282	0.0856
Si	11.0477	9.3449	27.5375	0.0267	-0.0479	0.0866
Si	18.73	8.6322	23.1067	-0.0183	-0.0491	-0.0935
Si	17.8224	3.8601	22.3989	-0.0741	0.0457	-0.1143
Si	7.1974	7.0618	23.2745	-0.0141	0.0509	-0.0267
Si	13.787	18.0719	23.1312	-0.0767	0.0141	-0.051
Si	15.6482	6.8744	25.3516	0.0219	-0.0287	-0.0006
Si	7.2674	15.9813	24.8037	0.0833	0.0796	0.041
Si	11.3395	8.4049	24.8047	-0.0089	-0.0968	-0.0512
Si	11.5197	3.613	27.4578	0.0736	0.0119	0.1746
Si	13.8854	5.6579	27.4665	-0.0018	0.0268	0.1396
Si	16.5141	17.3892	23.1729	0.1044	-0.1118	-0.0519
Si	19.8107	16.9902	27.4116	-0.0423	-0.0326	0.1222
Si	6.0521	8.933	27.0916	-0.0184	0.0663	0.0877
Si	5.5521	3.1049	27.5087	-0.0025	-0.0292	0.1658
Si	1.3574	14.9981	5.447	-0.0008	-0.0043	-0.0096
Si	4.08	1.3889	5.3903	-0.0081	0.0101	-0.0228
Si	1.366	4.0705	5.4693	0.0221	-0.0035	-0.0041
Si	4.0335	6.8141	5.4846	-0.0044	0.0111	-0.0101
Si	1.3732	9.5169	5.4848	0.0032	-0.0065	0.016
Si	4.0763	12.2559	5.4691	-0.0041	-0.0029	0.0007
Si	6.813	14.9573	5.4486	0.0039	-0.0129	0.0111
Si	9.5232	1.3281	5.4482	0.0027	-0.008	-0.0082
Si	6.8052	4.0726	5.4109	0.0061	-0.0068	-0.0163
Si	9.4955	6.7844	5.3848	0.0053	0.0129	-0.0231
Si	6.8251	9.5243	5.469	-0.0042	-0.0147	-0.0056
Si	9.5334	12.2256	5.4394	-0.0175	0.0097	-0.0066
Si	12.2601	14.9564	5.4177	0.0007	0.0012	0.0041
Si	14.9433	1.3539	5.4152	-0.0073	-0.0007	-0.0077
Si	12.2637	4.0638	5.4414	0.0059	-0.0112	-0.0067
Si	14.9479	6.7889	5.5058	-0.0002	0.0003	0.0137
Si	12.2211	9.5122	5.4764	-0.0009	-0.0102	0.0039
Si	14.9365	12.2672	5.4558	-0.0065	-0.0002	-0.0064
Si	2.7264	16.3572	6.7855	-0.0105	-0.0051	0.0026
Si	5.4405	2.7236	6.7777	0.0026	0.0049	-0.006
Si	2.6964	5.4444	6.8378	-0.0135	0.0082	0.0082
Si	5.4404	8.1627	6.8098	0.0116	-0.0055	-0.0023
Si	2.7247	10.8893	6.8296	0.0073	-0.0082	-0.0063
Si	5.4456	13.6097	6.8131	-0.0055	0.0067	-0.0012
Si	8.1707	16.3021	6.8145	0.0111	-0.0053	0.0093
Si	10.885	2.7091	6.7894	-0.0053	-0.0038	0.0011
Si	8.1588	5.4338	6.7773	-0.0002	-0.0068	0.0023
Si	10.8425	8.1397	6.7897	-0.0075	0.0166	-0.0062
Si	8.177	10.8834	6.8204	0.0109	-0.0222	0.0043
Si	10.8879	13.6048	6.7839	-0.0135	0.0121	-0.0012
Si	13.5997	16.3179	6.7927	-0.0006	0.0072	-0.0021
Si	16.3132	2.6983	6.7942	0.0186	-0.0053	-0.0023
Si	13.5909	5.4189	6.8347	0.0055	0.0114	0.0052
Si	16.321	8.161	6.8342	-0.0002	-0.0069	-0.0035
Si	13.5885	10.8887	6.8132	-0.0039	0.0046	-0.0002
Si	16.3178	13.6199	6.8019	0.0066	-0.0004	-0.0075
Si	17.6779	1.3623	8.1642	0.0017	0.0107	0.0011
Si	4.0858	4.079	8.1561	0.0034	0.0038	-0.0086
Si	17.6671	6.7999	8.1967	0.0004	-0.0024	0.0117
Si	4.088	9.5249	8.1762	-0.0019	0.0115	-0.0022
Si	17.6681	12.2501	8.1662	-0.0065	-0.0128	0.0011
Si	4.0728	14.9752	8.1484	0.0119	-0.0153	-0.0073
Si	6.7982	1.3595	8.1448	-0.0058	-0.0064	-0.0047
Si	9.5239	4.0776	8.1418	0.0067	0.0118	-0.0008
Si	6.8034	6.7927	8.1525	0.0008	0.0008	0.0001
Si	9.518	9.5102	8.1706	-0.0196	-0.0126	0.0026
Si	6.8067	12.2449	8.1686	0.005	0.0178	-0.001
Si	9.5329	14.9494	8.165	-0.0092	0.0048	0.0092
Si	12.2394	1.3524	8.1578	-0.0057	-0.0123	0.0044
Si	14.965	4.0611	8.1695	-0.0085	-0.0013	0.0015
Si	12.2191	6.7975	8.1583	-0.0033	-0.0224	-0.0034
Si	14.9538	9.5317	8.1693	0.0194	0.0001	-0.0077
Si	12.2291	12.2465	8.1644	0.0008	-0.0049	-0.0006
Si	14.9568	14.9695	8.1633	0.0049	0.012	0.0026
Si	16.3158	16.3223	9.5235	0.0133	-0.014	0.0015
Si	2.7205	2.724	9.5141	-0.0046	0.0002	-0.0021
Si	16.3069	5.4326	9.5364	0.0059	0.0066	0.0064
Si	2.7196	8.1671	9.5338	0.0028	-0.009	-0.0014
Si	16.3103	10.8893	9.5293	-0.0071	0.0001	-0.0022
Si	2.7161	13.6103	9.5134	-0.0032	0.0141	-0.0049
Si	5.4416	16.3201	9.5076	-0.0099	0.0049	0
Si	8.1642	2.7174	9.5034	-0.0051	0.0035	0.001
Si	5.444	5.4382	9.5138	0.0078	-0.0066	0.0012
Si	8.1555	8.1561	9.5221	0.0054	0.0045	0.0019
Si	5.4438	10.8859	9.5301	-0.0009	-0.0192	0.0016
Si	8.17	13.5961	9.5255	0.0081	0.0009	0.0068
Si	10.8843	16.3151	9.5224	-0.0009	-0.0044	0.0028
Si	13.6015	2.708	9.5243	0.0095	0.0058	-0.0062
Si	10.8736	5.4338	9.5187	-0.014	-0.0004	0.0023
Si	13.5868	8.1633	9.5114	-0.0051	0.0093	-0.0099
Si	10.8768	10.8784	9.5221	-0.0038	-0.0034	0.0016
Si	13.5943	13.6046	9.5202	0.0027	0.0024	-0.0064
Si	17.669	14.9558	10.8758	-0.0044	-0.0025	0.0007
Si	4.0757	1.3514	10.8637	0.0041	-0.001	0.0012
Si	17.6822	4.0777	10.8794	0.0057	-0.0005	0.0002
Si	4.0879	6.8011	10.877	-0.0003	0.0001	-0.0012
Si	17.667	9.5249	10.8857	0.004	0.0095	-0.0066
Si	4.0707	12.2451	10.8778	0.0031	0.0035	-0.0045
Si	6.8031	14.9616	10.869	0.0014	-0.0031	-0.0037
Si	9.5234	1.3602	10.8736	0.0041	-0.0076	0.0059
Si	6.8074	4.0776	10.8652	-0.0059	0.0135	0.0005
Si	9.5244	6.803	10.8771	-0.0064	-0.0056	0.0003
Si	6.8026	9.521	10.8843	0.0011	-0.0047	0.0026
Si	9.5213	12.2338	10.8893	-0.0104	-0.0018	0.0061
Si	12.2365	14.9554	10.8881	-0.0031	0.0104	0.0002
Si	14.9583	1.3549	10.8919	-0.0028	0.0003	0.0042
Si	12.2435	4.0786	10.8749	0.0058	-0.0024	-0.0033
Si	14.9408	6.8044	10.8774	-0.0073	-0.0088	-0.0091
Si	12.2414	9.5267	10.8787	0.0074	-0.0028	-0.0036
Si	14.9456	12.2442	10.8868	0.0038	-0.0019	0.0044
Si	2.7079	16.3171	12.2232	-0.0026	-0.0088	-0.003
Si	5.4453	2.7069	12.2085	-0.0068	-0.0094	-0.004
Si	2.7205	5.4446	12.2275	0.006	0.0096	0.0011
Si	5.4469	8.1585	12.2399	-0.0015	0.0089	0.0069
Si	2.7013	10.8885	12.241	-0.0031	-0.0104	0.0023
Si	5.4421	13.6012	12.2261	0.006	0.0083	-0.0034
Si	8.1695	16.3105	12.2311	-0.0138	0.0052	0.001
Si	10.8931	2.7159	12.2333	0.0003	0.0128	-0.0016
Si	8.1636	5.4432	12.2249	0.0065	-0.0028	0.002
Si	10.8916	8.1634	12.235	-0.0006	0.0031	-0.0061
Si	8.1589	10.879	12.2487	0.0028	-0.0037	0.0066
Si	10.8833	13.5893	12.2524	0.0026	-0.0019	-0.0029
Si	13.5931	16.3132	12.2484	-0.0034	-0.0148	0.0015
Si	16.3263	2.7191	12.2409	0.0131	0.0157	0.0027
Si	13.5905	5.4471	12.2419	-0.0045	0.0018	0.0023
Si	16.292	8.1701	12.2385	-0.0043	-0.0157	-0.003
Si	13.5841	10.8887	12.2513	0.0068	-0.0041	-0.0029
Si	16.3104	13.5987	12.2404	0.0029	0.0061	-0.0025
Si	17.6794	17.6698	13.5985	-0.0023	-0.0076	0.0064
Si	4.0848	4.0637	13.5579	0.0024	0.0089	-0.0025
Si	17.6632	6.8044	13.573	0.0049	0.0028	-0.0006
Si	4.0735	9.5239	13.5797	0.0039	-0.0054	-0.0007
Si	17.6482	12.2321	13.6115	-0.0032	0.0085	0.0024
Si	4.0621	14.9486	13.5688	-0.0028	0.0105	-0.001
Si	6.8066	17.6756	13.5722	-0.0084	0.0002	0.0093
Si	9.5435	4.0992	13.5715	0.001	-0.006	-0.0053
Si	6.8168	6.8003	13.5966	0.0039	-0.0003	0.0073
Si	9.5385	9.5226	13.5915	-0.0049	-0.0025	-0.0068
Si	6.7966	12.2504	13.6001	-0.0102	-0.0048	0.0058
Si	9.52	14.9467	13.6044	0.0085	-0.0023	-0.004
Si	12.2373	17.6718	13.612	0.0026	0.005	0.0043
Si	14.9635	4.0889	13.5855	-0.0032	0.003	-0.0077
Si	12.2483	6.8182	13.6131	0.005	-0.0096	0.0062
Si	14.9332	9.529	13.6134	-0.0033	0.0004	-0.0051
Si	12.234	12.2379	13.6338	-0.004	-0.0023	0.0012
Si	14.9479	14.948	13.6024	0.0116	-0.0055	0.0003
Si	16.3005	16.3132	14.9506	0.0053	0.002	-0.0015
Si	19.0532	2.7192	14.9351	-0.0013	-0.0208	0.0045
Si	16.3132	5.4548	14.9481	0.0012	0.0147	0.0007
Si	19.0181	8.1675	14.9212	-0.0188	-0.0012	-0.0037
Si	16.2727	10.8855	14.9876	0.0018	0.028	0.001
Si	19.0255	13.5951	14.9415	0.0001	0.005	0.0061
Si	5.422	16.3131	14.9063	0.0131	0.0033	-0.0001
Si	8.198	2.719	14.8995	0.0107	0.0079	-0.0108
Si	5.4535	5.403	14.9119	-0.0016	-0.0014	0.0059
Si	8.1967	8.1635	14.9494	0.0133	-0.0053	0.005
Si	5.421	10.8891	14.9415	-0.0051	0.0066	-0.0039
Si	8.1635	13.5927	14.9782	-0.0115	-0.0265	0.0064
Si	10.8783	16.297	14.9722	0.0034	0.0094	0.0051
Si	13.6167	2.7261	14.9444	0.0157	0.0013	0.0023
Si	10.8843	5.4593	14.958	-0.0245	-0.0077	0.0091
Si	13.5872	8.1831	15.0015	-0.0134	0.0026	0.0103
Si	10.8639	10.8754	14.9896	0.0022	-0.0032	0.007
Si	13.6104	13.5901	14.9898	0.01	-0.0005	-0.001
O	17.6826	14.9615	20.7185	0.0475	-0.0198	0.139
O	17.002	5.984	25.3849	0.0439	-0.2405	0.2064
O	13.0079	16.7125	22.8065	0.1343	-0.1103	0.1572
O	19.0494	3.4619	21.4464	0.2093	0.0781	0.0207
O	18.4808	17.4611	28.2267	-0.0955	-0.194	-0.3298
O	10.0989	16.7602	25.9502	0.4037	0.3658	0.1106
O	17.9192	9.8532	23.7497	0.1074	-0.077	0.4388
O	13.2616	14.2661	21.7293	-0.0229	-0.0238	0.5358
O	15.78	11.1622	24.4533	-0.3272	0.0599	-0.1788
O	4.6638	10.9392	21.5676	-0.4553	-0.1658	0.1708
O	10.9945	4.5913	23.8819	-0.1509	-0.1379	0.08
O	15.1088	6.7067	20.7786	-0.1353	-0.1349	0.2493
O	12.239	18.7218	28.2355	-0.2574	-0.002	-0.4701
O	4.1302	6.7258	20.7917	-0.1373	0.0404	0.2262
O	15.1828	7.2431	23.8412	0.3851	0.0829	-0.3547
O	9.8837	15.1527	28.0648	0.4576	-0.4744	-0.282
O	15.534	9.2249	28.5977	-0.2785	-0.2859	0.1117
O	9.351	12.3781	20.7455	0.1556	0.0214	0.3826
O	10.1813	4.1121	28.2064	-0.2659	-0.0847	-0.133
O	6.8216	18.9494	28.3744	0.1118	-0.0449	-0.1491
O	17.1342	18.8196	22.8425	-0.1834	-0.029	-0.0386
O	19.508	11.4648	28.9213	-0.0851	-0.0162	-0.2545
O	14.0304	11.3165	29.3658	0.1615	-0.1198	-0.2394
O	14.0096	16.872	28.9556	-0.2024	-0.0771	-0.464
O	14.8808	12.3889	20.8075	0.046	-0.0605	0.2669
O	10.5671	5.9054	21.6503	-0.3815	0.4533	0.1558
O	5.5741	15.5465	21.6583	-0.2449	-0.1502	0.5432
O	16.8615	10.5194	26.8114	0.6202	0.098	0.1967
O	8.5286	17.0621	29.0838	0.0745	0.004	-0.2361
O	20.2542	12.1334	23.8326	0.0977	-0.3242	0.473
O	20.522	15.7026	28.1039	0.0188	-0.3371	-0.2736
O	6.0673	13.9597	28.9971	0.1233	0.0973	-0.457
O	7.8821	14.3902	21.587	0.2393	0.5058	0.2286
O	16.1034	16.6326	21.801	-0.2829	0.0857	0.1134
O	6.4379	3.1748	23.5229	-0.3043	-0.2945	0.0198
O	6.9189	7.9283	28.0236	0.0375	-0.1181	-0.0827
O	16.3829	10.6491	21.8827	0.1146	-0.584	0.1353
O	11.8557	10.6287	27.0426	-0.1796	-0.0326	0.0389
O	11.7112	8.6834	28.8463	-0.2261	0.3638	0.3266
O	20.1311	8.6353	23.8984	0.0921	0.6085	-0.167
O	18.8712	8.7696	21.5083	-0.0495	0.6665	-0.0472
O	12.2225	4.0551	20.8049	-0.1673	-0.0942	0.2965
O	20.4291	17.6225	20.8201	0.0653	0.1074	0.3945
O	14.2682	11.1995	26.5518	0.0011	-0.4277	0.1871
O	15.9338	8.2105	26.196	-0.2598	0.3018	-0.3195
O	19.1245	14.4848	24.2853	0.192	-0.0985	0.1131
O	21.4709	8.024	26.1028	0.0294	-0.0224	-0.0382
O	19.3984	6.1504	28.9069	0.1332	-0.0329	-0.5211
O	6.7032	9.5907	20.7129	0.2068	0.0553	0.179
O	16.065	13.0087	26.3467	-0.0266	0.084	-0.4622
O	10.4701	12.4366	23.7146	-0.0175	0.4192	-0.2929
O	9.5335	17.7034	20.8011	0.1074	0.0846	0.2582
O	13.6509	8.4398	21.9375	-0.1569	0.4328	0.0623
O	8.5502	6.0809	28.996	0.0102	-0.0275	-0.2528
O	17.5463	16.5436	24.0512	-0.0461	0.1683	-0.1115
O	17.4592	15.1451	26.268	-0.2699	0.1011	-0.0628
O	21.2064	4.4425	28.0966	0.0897	0.2868	-0.3915
O	11.8073	14.6956	23.8682	-0.1532	0.0843	0.4217
O	7.7505	5.5183	23.3496	0.6298	-0.0245	0.2727
O	6.06	3.4243	26.0264	0.0599	0.677	-0.3855
O	10.9979	8.221	26.3771	-0.1033	-0.3567	0.0202
O	16.7788	4.8287	21.6336	-0.0841	-0.0484	0.357
O	8.5238	10.757	23.9712	-0.2132	0.4969	-0.073
O	19.5194	13.5501	21.7905	0.4995	0.0026	0.0193
O	10.4756	10.486	21.9832	0.2425	-0.6538	0.306
O	12.4004	12.683	25.4295	0.4791	-0.0534	-0.2447
O	19.7184	6.3478	25.1319	0.0911	-0.4331	0.37
O	8.4028	18.7729	25.2199	0.1902	0.3769	0.2321
O	6.9917	9.8788	26.146	0.1555	0.3858	0.3473
O	10.6246	7.2259	23.9445	-0.6982	-0.1365	0.2301
O	6.0255	10.5078	23.7929	-0.3603	-0.2006	0.1174
O	13.6344	6.9154	28.4417	0.315	0.3191	0.0585
O	12.9277	8.3399	24.5039	0.3638	0.4183	0.4787
O	8.5257	16.5371	23.9097	0.258	-0.1063	-0.7857
O	5.6397	6.8634	23.7114	-0.2675	-0.5438	-0.1162
O	6.5558	14.8336	23.9593	-0.4879	-0.1414	0.3712
O	10.143	14.0677	25.7575	-0.357	-0.5191	0.1592
O	15.678	14.9495	28.1507	-0.007	-0.0179	-0.4237
O	7.8961	15.3951	26.1927	-0.3432	-0.3509	0.2536
O	18.4232	4.6001	23.6863	0.3307	-0.2035	0.3524
O	9.5927	9.8947	27.9796	-0.2513	-0.252	-0.5048
O	12.5017	4.875	27.3252	-0.2973	0.186	-0.285
O	12.6888	12.9323	27.9805	-0.3004	0.5134	-0.3992
O	14.3991	6.0984	26.013	-0.1292	-0.3734	-0.4428
O	12.9804	2.8003	24.0527	0.5124	0.2457	0.1146
O	16.8249	19.4767	28.9659	-0.0575	0.1593	-0.5246
O	11.0275	15.6412	21.5382	-0.2623	-0.3281	0.1498
O	15.1264	17.6774	23.9401	-0.1614	-0.1713	0.899
O	20.8013	18.2403	27.4877	0.1231	-0.0945	-0.1183
O	17.8339	13.4066	28.2244	0.1046	-0.1521	-0.3131
O	18.0142	7.2029	23.347	-0.3762	-0.0307	-0.381
O	7.6726	8.2964	24.2203	0.4765	-0.1325	0.1596
O	12.8539	6.2017	22.9935	0.3955	-0.5219	-0.2043
O	17.8408	8.1812	28.0374	0.2377	0.0534	-0.2499
O	8.1353	3.4664	21.6372	0.1197	0.0216	0.4093
O	14.1084	2.4698	21.7094	0.3308	-0.0617	0.1121
O	5.9057	4.8714	21.5538	-0.2434	0.0551	0.2466
O	17.6853	12.4792	23.3197	-0.1222	0.4168	-0.097
O	10.8766	9.8866	24.4317	0.2246	0.2907	0.487
O	6.0226	12.8851	22.4451	0.2195	-0.0679	-0.255
O	21.4256	9.8212	28.0771	0.1547	-0.0663	-0.3804
O	10.5444	18.2917	23.7808	0.0913	-0.0777	-0.4538
O	15.0345	4.7261	28.081	0.1691	-0.2595	-0.4928
O	11.1755	3.1024	25.9871	-0.1341	-0.264	0.1587
O	8.1526	11.8292	29.0221	-0.1393	0.1311	-0.2993
O	6.2941	17.2651	25.0492	-0.4629	-0.0557	-0.092
O	7.6755	7.5091	21.7886	0.2337	-0.2608	0.0837
O	19.4855	16.6264	25.8703	0.3748	0.0525	-0.4955

Results
total energy: -82020.155 eV
total energy less fixed offsets of O -438.35, Si -107.03 eV per atom: -0.635 eV
